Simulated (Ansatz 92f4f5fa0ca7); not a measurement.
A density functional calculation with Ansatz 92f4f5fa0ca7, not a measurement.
Periodic cell of 220 atoms, Si132O88, from a study of silicon, its oxide and their interface. The atomic structure is a simulated model.

Settings
functional: PBE
potential files: Ansatz PAW
basis: plane waves
wave-function cutoff: 700 eV
density cutoff ratio: 5
exchange-correlation grid ratio: 1
k mesh: 2 x 2 x 1, shifted by 0.5 0.5 0.5 of a step
self-consistency stop: 5e-08 eV per atom in the density residual
occupations: fixed
spin: none
net charge: 0

Cell vectors (angstrom)
a, 10.938, 0, 0
b, 0, 10.938, 0
c, 0, 0, 32.3881

Atoms: element, x, y, z (angstrom)
Si, -0.2775, 0.4269, 24.9896
Si, 5.7259, -0.2654, 24.8864
Si, 2.4728, 2.9882, 24.8663
Si, 8.4363, 2.6548, 24.9921
Si, 0.3557, 5.3442, 24.8751
Si, 5.1686, 5.9967, 24.6604
Si, 2.9711, 8.1535, 25.2874
Si, 8.1177, 8.5885, 24.8213
Si, 1.3729, 1.4715, 26.2932
Si, 6.8222, 1.417, 26.1814
Si, 4.1534, 4.2072, 26.0274
Si, 9.6543, 4.2126, 26.2259
Si, 1.3916, 6.8442, 26.3619
Si, 6.8939, 6.9178, 26.0595
Si, 4.2777, 9.6324, 26.4462
Si, 9.5806, 9.6955, 26.2723
Si, 2.7346, 0.0345, 27.6215
Si, 8.1563, 0.0525, 27.6227
Si, -0.02, 2.7851, 27.6465
Si, 5.4307, 2.7848, 27.5209
Si, 2.7834, 5.4315, 27.6054
Si, 8.1861, 5.514, 27.538
Si, -0.0354, 8.2343, 27.6118
Si, 5.571, 8.1454, 27.6521
Si, 4.1018, 1.3673, 28.9699
Si, 9.5708, 1.3673, 28.9699
Si, 1.3673, 4.1018, 28.9699
Si, 6.8362, 4.1018, 28.9699
Si, 4.1018, 6.8362, 28.9699
Si, 9.5708, 6.8362, 28.9699
Si, 1.3673, 9.5708, 28.9699
Si, 6.8362, 9.5708, 28.9699
Si, 0, 0, 30.3371
Si, 5.469, 0, 30.3371
Si, 2.7345, 2.7345, 30.3371
Si, 8.2035, 2.7345, 30.3371
Si, 0, 5.469, 30.3371
Si, 5.469, 5.469, 30.3371
Si, 2.7345, 8.2035, 30.3371
Si, 8.2035, 8.2035, 30.3371
Si, 1.3673, 1.3673, 31.7044
Si, 6.8362, 1.3673, 31.7044
Si, 4.1018, 4.1018, 31.7044
Si, 9.5708, 4.1018, 31.7044
Si, 1.3673, 6.8362, 31.7044
Si, 6.8362, 6.8362, 31.7044
Si, 4.1018, 9.5708, 31.7044
Si, 9.5708, 9.5708, 31.7044
Si, 2.7345, 0, 0.6835
Si, 8.2035, 0, 0.6835
Si, 0, 2.7345, 0.6835
Si, 5.469, 2.7345, 0.6835
Si, 2.7345, 5.469, 0.6835
Si, 8.2035, 5.469, 0.6835
Si, 0, 8.2035, 0.6835
Si, 5.469, 8.2035, 0.6835
Si, 4.1018, 1.3673, 2.0507
Si, 9.5708, 1.3673, 2.0507
Si, 1.3673, 4.1018, 2.0507
Si, 6.8362, 4.1018, 2.0507
Si, 4.1018, 6.8362, 2.0507
Si, 9.5708, 6.8362, 2.0507
Si, 1.3673, 9.5708, 2.0507
Si, 6.8362, 9.5708, 2.0507
Si, 0, 0, 3.418
Si, 5.469, 0, 3.418
Si, 2.7345, 2.7345, 3.418
Si, 8.2035, 2.7345, 3.418
Si, 0, 5.469, 3.418
Si, 5.469, 5.469, 3.418
Si, 2.7345, 8.2035, 3.418
Si, 8.2035, 8.2035, 3.418
Si, 1.3492, 1.3225, 4.8076
Si, 6.8355, 1.3578, 4.7706
Si, 4.0737, 4.1559, 4.71
Si, 9.562, 4.0692, 4.855
Si, 1.3726, 6.8225, 4.7961
Si, 6.8816, 6.752, 4.7904
Si, 4.101, 9.5485, 4.8221
Si, 9.5989, 9.5295, 4.7206
Si, 2.579, -0.1859, 6.2155
Si, 8.2148, -0.083, 6.0525
Si, -0.0172, 2.6757, 6.2305
Si, 5.3484, 2.713, 6.0074
Si, 2.7511, 5.4717, 6.16
Si, 8.0762, 5.2729, 6.2927
Si, -0.1078, 8.0792, 6.1291
Si, 5.5233, 8.1426, 6.1135
Si, 3.731, 1.5639, 7.2184
Si, 9.7499, 0.9792, 7.4407
Si, 1.6391, 3.8595, 7.4632
Si, 6.3535, 4.1082, 7.6224
Si, 4.3885, 6.5996, 7.4582
Si, 9.2642, 6.915, 7.4745
Si, 0.9466, 9.5647, 7.6068
Si, 7.1567, 9.2546, 7.4014
O, 1.3871, 4.1468, 24.3561
O, 6.8995, 9.6223, 24.3321
O, 2.7261, 2.6899, 7.9211
O, 6.6239, 10.0279, 8.7493
O, 5.3923, 5.3999, 7.9888
O, -0.0526, -0.1087, 7.9567
O, 3.9327, 7.0792, 24.4912
O, 9.5112, 1.5036, 24.5016
O, 1.197, 8.752, 9.038
O, 1.1595, 4.6611, 8.8334
O, 8.9252, 1.3703, 8.8187
O, 7.6928, 8.8392, 12.0795
O, 4.7085, 0.9778, 8.374
O, 3.8932, 7.3982, 8.8063
O, 6.5395, 3.3148, 9.0672
O, 8.2303, 8.1201, 7.9615
O, 2.9512, 2.109, 23.5528
O, 4.838, 0.212, 23.5854
O, 7.8164, 3.4246, 23.6646
O, 10.7989, 6.1706, 23.5327
O, 9.0208, 8.1391, 23.4959
O, 2.2496, 9.2104, 24.2762
O, 5.6109, 5.8742, 23.0744
O, 0.298, 10.8673, 23.5359
Si, 4.1431, 8.2606, 10.1589
Si, 12.2582, 8.751, 10.6867
Si, 2.7186, 5.4205, 13.7693
Si, 3.654, 0.9056, 22.6931
Si, 7.95, 3.5132, 22.0415
Si, 6.15, -2.59, 12.2734
Si, 1.4303, 9.8231, 23.0321
Si, 4.9565, 7.2671, 14.6801
Si, -0.2614, 5.0152, 9.5602
Si, -4.4273, 7.5037, 19.1975
Si, 2.4625, 1.0997, 13.574
Si, 3.6146, 14.0543, 15.3457
Si, 10.1269, 13.583, 20.2474
Si, 5.4244, -0.0267, 9.3962
Si, 8.6041, 9.6642, 13.1746
Si, 1.3898, 12.5748, 18.8343
Si, 0.0994, 0.3638, 11.8882
Si, -1.5049, -3.1451, 19.8776
Si, -0.0247, 9.8026, 18.4073
Si, 5.9172, 5.5106, 21.5135
Si, 8.596, 0.6715, 18.5995
Si, 9.3306, 2.2902, 10.109
Si, 4.3934, 12.7939, 18.1223
Si, 6.8944, -5.079, 16.5071
Si, -1.6331, 7.1011, 14.7194
Si, 0.0644, 6.378, 12.3253
Si, -6.6431, 3.2268, 12.6321
Si, 15.5112, 10.0976, 14.1216
Si, 10.3147, 7.4934, 22.7032
Si, 8.1209, 2.9959, 16.523
Si, 10.8595, 6.9558, 17.3704
Si, 6.9412, 11.4182, 15.176
Si, 6.1746, 10.282, 17.9421
Si, 5.3998, 2.6849, 20.7852
Si, -0.2027, 3.9292, 17.6555
Si, 6.4971, 2.5464, 10.5216
O, -1.8259, 8.6754, 14.3602
O, 7.4852, 4.9946, 21.4995
O, 6.0851, 7.2501, 13.4842
O, -1.2661, 6.3801, 13.2909
O, 11.5482, -2.4649, 17.6145
O, 9.5058, 14.1576, 21.6347
O, 1.2513, 5.9207, 13.3286
O, 10.5419, 12.5379, 10.9459
O, -5.4268, 3.3195, 11.5665
O, -0.073, 5.2716, 11.1473
O, 15.2008, 2.8215, 16.805
O, 9.6776, 6.9314, 18.5032
O, -0.4201, 7.0021, 15.7887
O, 0.7716, 13.1366, 20.26
O, 2.548, 10.709, 22.1902
O, 5.4441, 6.2795, 15.8723
O, 15.8082, 0.3209, 17.8038
O, 8.0237, 6.4716, 15.5013
O, 4.3634, 1.5893, 21.3988
O, -5.4425, 7.7223, 10.9146
O, 9.8525, 6.9875, 21.2244
O, 9.6318, 3.6752, 16.4394
O, 5.3589, 11.404, 14.7258
O, 5.2349, 9.6366, 12.7013
O, 5.442, 2.5361, 19.1619
O, 7.7479, 10.8027, 13.9265
O, 9.7861, 10.4066, 12.3754
O, 1.1332, -0.6247, 11.1086
O, -3.3629, 12.9216, 15.3486
O, 13.918, 12.7241, 18.8883
O, -0.9774, 3.8235, 19.1092
O, 0.2791, 7.8217, 11.5568
O, -5.1939, 8.7702, 18.4456
O, 4.7103, 8.8247, 15.1581
O, 4.2881, 9.8649, 9.8898
O, -1.5822, 1.2402, 19.9154
O, 3.5419, 6.7789, 14.0791
O, 7.0719, 4.242, 16.6021
O, 3.3563, 12.8232, 12.4229
O, 0.6092, 8.5528, 22.4007
O, 17.9285, -0.5087, 16.5028
O, 3.3685, 4.5777, 12.513
O, 0.8326, 2.6418, 17.6386
O, 2.7479, 15.448, 15.1516
O, -1.3215, -0.3286, 17.7484
O, -2.816, 2.0102, 17.8085
O, 4.9569, 4.2313, 21.13
O, 13.5076, 1.9067, 14.9872
O, 1.0988, 10.9703, 18.6053
O, -3.6919, -0.1179, 19.0567
O, 0.8998, 1.0155, 13.1481
O, 9.7376, 3.7047, 9.4224
O, 0.545, 5.4082, 17.5327
O, -0.6142, 9.1714, 19.808
O, 7.8437, -2.833, 19.9122
O, -5.2434, 6.7263, 20.4161
O, 3.0331, 10.5253, 13.8305
O, 6.038, 0.9731, 10.5182
O, 6.9097, 2.4296, 21.3773
O, 2.7907, 8.1358, 11.0649
O, 9.9701, 6.2962, 8.839
O, 8.0381, 2.5296, 11.076
O, 6.8997, 6.4302, 18.0322
O, 4.8087, 14.1384, 14.2018

Results
free energy: -133979.854 eV
free energy less fixed offsets of O -569.03, Si -635.61 eV per atom: -4.694 eV

Forces (eV/angstrom), in the order of the atoms: element, x, y, z
Si, -0.0116, 0.0111, -0.03
Si, -0.0176, -0.0269, -0.0176
Si, -0.0184, -0.012, -0.0145
Si, 0.0109, -0.006, -0.0321
Si, 0.0081, -0.0073, -0.0277
Si, -0.0237, 0.0336, -0.0469
Si, 0.0031, 0.0002, -0.015
Si, 0.0042, 0.0096, -0.013
Si, -0.0126, -0.0201, 0.0101
Si, -0.019, -0.0344, 0.0062
Si, -0.0234, -0.029, 0.0077
Si, -0.0002, 0.0019, -0.0053
Si, -0.0168, -0.009, 0.0061
Si, 0.0068, 0.0065, 0.002
Si, -0.0118, 0.0073, -0.0049
Si, 0.0014, -0.0263, 0.0083
Si, -0.0016, 0.015, -0.0197
Si, -0.0032, 0.0064, -0.0047
Si, -0.0101, 0.0076, -0.0121
Si, -0.0033, 0.0124, 0.0247
Si, 0.0217, -0.0215, -0.0037
Si, -0.0099, 0.009, 0.0184
Si, -0.0034, 0.0051, -0.0031
Si, 0.0143, -0.0192, -0.0056
Si, -0.0071, 0.4923, -0.1245
Si, -0.1647, 0.1812, 0.1692
Si, 0.2874, 0.0343, 0.2811
Si, -0.0702, 0.1042, -0.5739
Si, 0.249, -0.2203, 0.087
Si, -0.3187, 0.1586, -0.1239
Si, -0.0019, 0.0657, -0.0536
Si, 0.3318, 0.0032, 0.4135
Si, 0.0206, 0.0166, 0.0012
Si, 0.0302, -0.0369, -0.0683
Si, 0.0138, 0.0178, 0.0384
Si, 0.0908, -0.0391, -0.022
Si, 0.098, 0.027, -0.0601
Si, -0.0444, 0.0423, 0.0323
Si, 0.0307, 0.0259, -0.0512
Si, 0.0842, 0.1158, 0.0627
Si, 0.0292, 0.0155, 0.0024
Si, -0.0546, 0.012, -0.0069
Si, -0.0029, -0.0422, 0.0105
Si, -0.0573, 0.0044, -0.0051
Si, -0.054, 0.0245, -0.0008
Si, 0.012, 0.0047, 0.0042
Si, -0.0053, 0.0548, -0.0066
Si, -0.0122, -0.0822, 0.0143
Si, -0.0229, -0.05, 0.0055
Si, 0.0523, 0.0355, 0.0002
Si, -0.0024, -0.0003, -0.0179
Si, 0.0066, -0.0177, 0.0053
Si, 0.0547, 0.014, 0.0052
Si, 0.0478, -0.0031, 0.0036
Si, 0.0557, 0.0187, 0.0124
Si, -0.036, 0.0016, -0.0206
Si, -0.0035, -0.0004, 0.0125
Si, -0.0337, -0.0339, 0.0125
Si, -0.1203, -0.1318, 0.0114
Si, -0.0417, 0.0008, 0.0064
Si, 0.0484, 0.0382, -0.0046
Si, -0.0677, 0.0188, -0.0183
Si, 0.0204, 0.0549, 0.0163
Si, -0.111, -0.0974, 0.0273
Si, 0.0702, 0.0244, -0.3402
Si, -0.2069, -0.1104, 0.1304
Si, -0.2324, -0.2403, 0.0028
Si, 0.1323, 0.0094, 0.1359
Si, -0.1693, -0.1816, 0.3683
Si, 0.1526, 0.2142, -0.4951
Si, 0.0559, -0.0244, 0.1469
Si, -0.013, -0.4653, -0.1975
Si, -0.0086, 0.0001, 0.009
Si, 0.0067, -0.0055, 0.0108
Si, -0.0043, 0.0113, 0.0029
Si, -0.005, 0.001, -0.0264
Si, 0.0026, -0.0063, -0.0137
Si, 0.0065, -0.0083, 0.0073
Si, -0.0086, 0.0038, -0.008
Si, 0.01, -0.0028, 0.0105
Si, 0.0092, 0.0247, -0.0091
Si, -0.0109, 0.0051, -0.0098
Si, 0.0009, 0.001, -0.0033
Si, 0.05, 0.0232, 0.0192
Si, 0.011, 0.0113, 0.0026
Si, 0.0079, 0.0186, -0.0092
Si, 0.0335, 0.0143, 0.0192
Si, 0.0016, 0.0257, -0.0093
Si, 0.0218, 0.0322, 0.0301
Si, -0.0011, -0.0201, 0.0209
Si, 0.0103, -0.0025, 0.0285
Si, -0.0357, -0.0029, 0.0171
Si, 0.0014, -0.0009, 0.0315
Si, 0.0209, 0.0187, 0.0324
Si, -0.0219, 0.0063, 0.0273
Si, 0.0133, 0.002, 0.0297
O, 0.0026, 0.0155, -0.0302
O, 0.0024, 0.0129, -0.0288
O, -0.0165, 0.0008, 0.0328
O, -0.0066, 0.0008, -0.0057
O, 0.0004, -0.0137, 0.0307
O, 0.0013, -0.0204, 0.0288
O, 0.0219, -0.0103, -0.031
O, -0.0052, 0.0174, -0.0268
O, -0.0015, 0.0208, 0.0039
O, -0.0208, -0.0176, -0.001
O, 0.0163, 0.0031, 0.0129
O, -0.0125, 0.0078, 0.0317
O, -0.0167, -0.0193, -0.0021
O, 0.0146, -0.0029, 0.0077
O, 0, 0.0069, 0.0036
O, -0.0087, -0.0114, 0.0312
O, 0.0102, -0.0029, -0.0012
O, 0.004, 0.0088, 0.0068
O, 0.0132, -0.0149, -0.0172
O, 0.0009, 0.0003, 0.0177
O, 0, -0.0105, 0.0008
O, -0.0146, -0.0058, -0.0058
O, -0.0009, -0.0147, 0.006
O, 0.0107, -0.0091, 0.0139
Si, -0.002, 0.011, -0.0085
Si, -0.0012, -0.0023, -0.0065
Si, -0.0051, 0.0006, 0.0084
Si, -0.0111, -0.0024, -0.0049
Si, 0.0051, 0.0005, 0.0079
Si, -0.0018, -0.0036, -0.0037
Si, 0.0057, -0.005, 0
Si, -0.0007, 0.0041, 0.0119
Si, -0.0063, -0.0125, -0.0113
Si, -0.0087, -0.0005, -0.0024
Si, -0.0044, -0.0021, 0.0036
Si, 0.0001, 0.0043, 0.0114
Si, 0.0025, 0.0027, 0.0071
Si, -0.0129, 0.0011, -0.0054
Si, -0.0004, 0.0006, 0.0021
Si, 0.0077, -0.0007, 0.0024
Si, 0.001, 0.006, -0.0007
Si, -0.0018, -0.0048, 0.001
Si, 0.0039, -0.0033, 0
Si, -0.0014, 0.0063, -0.0088
Si, -0.0037, -0.0035, 0.0017
Si, 0.0012, 0.0105, -0.0108
Si, -0.0011, -0.0005, -0.0036
Si, -0.005, -0.0046, 0.0045
Si, 0.0008, -0.002, 0.0054
Si, -0.0076, -0.0051, -0.0037
Si, 0.0033, -0.0004, 0
Si, -0.0012, -0.0037, 0.0087
Si, 0.0067, 0.0077, -0.0038
Si, -0.0047, 0.005, -0.005
Si, 0.0037, -0.0024, -0.0034
Si, -0.0021, 0.003, 0.0025
Si, -0.0059, -0.0078, -0.0024
Si, -0.0071, -0.0079, -0.0039
Si, -0.0029, 0.0059, -0.0067
Si, 0.0016, -0.0091, 0.0056
O, -0.0048, -0.0101, -0.0199
O, -0.0253, -0.0263, 0.0121
O, -0.0287, 0.026, -0.0045
O, 0.0087, 0.0077, 0.0081
O, -0.0061, -0.0025, 0.022
O, -0.0267, -0.0045, -0.0151
O, -0.0005, -0.0033, -0.0069
O, -0.0165, -0.0132, 0.0057
O, -0.0069, -0.0136, -0.0009
O, 0.0015, 0.0208, 0.0042
O, -0.0073, -0.0152, -0.0001
O, 0.014, 0.0208, 0.023
O, -0.0166, 0.0014, -0.0194
O, -0.0124, 0.0043, -0.0321
O, 0.0126, 0.0192, 0.024
O, 0.0112, 0.0105, -0.0145
O, 0.0175, 0.0129, 0.0149
O, -0.0028, -0.0009, 0.005
O, 0.0194, 0.0152, 0.0121
O, -0.0135, 0.0218, 0.0171
O, -0.0055, 0.0229, -0.0036
O, -0.0031, -0.0076, 0.0389
O, -0.0001, -0.0334, -0.0047
O, 0.01, -0.0207, 0.0259
O, -0.0161, -0.0132, 0.0138
O, 0.0005, -0.0135, 0.0017
O, 0.005, 0.006, 0.0006
O, -0.0211, -0.008, 0.015
O, -0.0138, -0.0024, 0.0002
O, -0.0001, 0.004, -0.0188
O, 0.0238, -0.0159, -0.0051
O, 0.0059, -0.0072, 0.0081
O, 0.0221, 0.0001, 0.0093
O, 0.0111, 0.0017, -0.0326
O, 0.0217, -0.0324, 0.0008
O, 0.0013, 0.0002, -0.0084
O, 0.0155, -0.0161, 0.0001
O, 0.0135, 0.0054, -0.0044
O, -0.0055, 0.0133, 0.037
O, -0.0176, -0.0136, 0.0193
O, -0.0214, 0.0151, -0.0087
O, 0.0026, -0.0134, 0.032
O, -0.0147, 0.0007, 0.03
O, 0.0172, -0.0055, -0.0372
O, -0.0014, 0.015, 0.0377
O, 0.002, -0.0057, 0.0022
O, 0.0347, -0.0059, 0.006
O, 0.0272, 0.0065, -0.0282
O, -0.0247, 0.0018, -0.0033
O, 0.006, 0.0149, -0.024
O, 0.0151, -0.0116, -0.014
O, 0.0082, 0.0035, 0.0279
O, -0.0184, -0.0156, 0.0071
O, -0.0175, -0.0172, -0.0253
O, 0.0015, -0.0165, -0.0092
O, 0.0194, -0.0193, 0.0038
O, 0.0109, 0.0208, -0.0024
O, 0.0071, 0.0106, 0.0015
O, -0.0119, 0.0301, 0.004
O, -0.0072, 0.0106, -0.0229
O, -0.001, -0.0095, -0.0021
O, -0.0039, -0.0008, -0.0294
O, -0.0123, 0.0135, 0.0045
O, -0.0418, -0.0021, -0.008

The program warned: the cutoff lies below the one the program advises for these potential files; the exchange-correlation potential is rough where the density is thin.
